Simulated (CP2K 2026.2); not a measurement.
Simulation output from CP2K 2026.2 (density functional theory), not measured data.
Periodic cell of 504 atoms, Si360O144, from a study of silicon, its oxide and their interface. The atomic structure is a simulated model.
Doubt: the forces sum to 1.28 eV/angstrom along one axis rather than to zero, so they err by at least 0.0025 eV/angstrom per atom on average; the grid cutoff is modest.

Settings: functional PBE; method Gaussian and plane waves; basis set DZVP-MOLOPT-SR-GTH; pseudopotentials GTH-PBE; grid cutoff 350 Ry, relative cutoff 50 Ry; k points Gamma only; occupations fixed; spin none; net charge 0.

Cell vectors (angstrom)
a	16.32	0	0
b	0	16.32	0
c	-2.3239	-4.4757	33.6128

Atoms and the computed forces on them: element, x, y, z (angstrom), force x, y, z (eV/angstrom)
Si	-1.314	10.673	33.586	0.218	-0.176	0.715
Si	1.529	-3.013	33.561	0.242	-0.125	0.735
Si	1.739	3.794	0.02	-0.152	0.09	0.769
Si	4.487	6.607	0.146	-0.237	0.048	0.705
Si	1.072	9.716	0.019	0.253	-0.101	0.68
Si	2.073	7.467	33.566	-0.254	0.151	0.711
Si	6.998	14.672	0.061	-0.071	0.254	0.767
Si	9.765	1.201	0.011	-0.237	0.118	0.735
Si	6.571	4.298	0.211	0.07	-0.158	0.756
Si	9.7	6.589	0.09	-0.133	0.185	0.766
Si	6.615	9.705	0.087	0.213	-0.126	0.748
Si	9.221	12.499	0.166	0.134	-0.087	0.79
Si	11.955	15.269	0.075	0.11	-0.114	0.747
Si	15.141	1.114	0.028	-0.104	0.202	0.704
Si	9.68	-0.033	33.61	0.136	-0.213	0.731
Si	14.708	7.154	0.064	0.076	-0.2	0.764
Si	12.446	9.305	0.138	-0.182	0.098	0.771
Si	15.172	11.946	0.167	-0.082	0.128	0.714
Si	2.667	-0.067	1.266	-0.022	0.016	-0.061
Si	5.378	2.654	1.351	-0.012	0.008	-0.033
Si	2.8	5.434	1.33	0.007	-0.016	-0.071
Si	5.532	8.17	1.493	-0.006	0.02	-0.053
Si	2.737	10.858	1.25	0.004	0.007	-0.042
Si	5.437	13.527	1.362	0.012	-0.004	-0.063
Si	8.157	0.012	1.289	0.021	-0.011	-0.043
Si	10.926	2.774	1.304	-0.005	0.012	-0.044
Si	8.165	5.457	1.457	0.011	-0.015	-0.043
Si	10.864	8.146	1.411	0.018	-0.014	-0.039
Si	8.118	10.894	1.445	-0.003	0.013	-0.048
Si	10.852	13.653	1.377	-0.009	0	-0.062
Si	13.581	0.017	1.392	-0.008	0.001	-0.054
Si	0.026	2.726	1.26	0.013	-0.014	-0.07
Si	13.598	5.513	1.339	-0.023	0.008	-0.082
Si	-0.019	8.193	1.411	-0.013	-0.001	-0.064
Si	13.591	10.846	1.464	0.002	-0.02	-0.06
Si	-0.021	13.586	1.388	-0.001	-0.012	-0.045
Si	1.347	1.336	2.668	0.007	0.02	0.039
Si	4.088	4.061	2.749	-0.002	-0.007	0.034
Si	1.376	6.774	2.666	0.012	0.003	0.011
Si	4.041	9.511	2.714	0	0.016	0.02
Si	1.421	12.244	2.68	0.007	-0.016	0.011
Si	4.056	14.931	2.648	0.006	0.013	0
Si	6.796	1.339	2.675	0.013	0.005	0.007
Si	9.535	4.051	2.732	0.009	-0.011	0.024
Si	6.876	6.832	2.841	-0.001	-0.014	0.02
Si	9.519	9.533	2.744	-0.001	-0.005	0.009
Si	6.755	12.223	2.808	0.013	0.014	0.038
Si	9.495	15.006	2.738	-0.022	-0.002	0.044
Si	12.262	1.43	2.717	-0.013	-0.003	0.031
Si	14.98	4.098	2.63	-0.003	-0.018	-0.004
Si	12.241	6.805	2.776	0.002	0.006	0.04
Si	14.968	9.521	2.823	0.005	-0.011	0.05
Si	12.217	12.269	2.719	-0.016	0.006	0.016
Si	14.915	14.932	2.735	0.002	-0.001	0.017
Si	-0.013	-0.008	4.052	0	0.01	-0.007
Si	2.698	2.697	4.065	-0.01	0.009	-0.014
Si	0.007	5.43	4.034	-0.008	0.017	0.006
Si	2.703	8.139	4.064	0.001	0.006	-0.001
Si	0.044	10.909	4.085	-0.007	0.01	-0.009
Si	2.735	13.599	4.069	-0.011	-0.02	0.002
Si	5.425	-0.023	4.023	-0.003	-0.004	-0.008
Si	8.151	2.696	4.063	0.013	-0.002	-0.001
Si	5.461	5.428	4.102	-0.004	-0.015	-0.012
Si	8.207	8.194	4.166	0.003	0.003	0.008
Si	5.39	10.857	4.12	0.004	-0.014	-0.01
Si	8.146	13.62	4.1	0.008	-0.009	-0.017
Si	10.883	0.046	4.067	0.004	-0.005	-0.014
Si	13.639	2.761	4.057	-0.008	0	0.013
Si	10.884	5.422	4.104	0.006	0.011	-0.019
Si	13.597	8.154	4.142	-0.003	0.003	0.002
Si	10.877	10.9	4.087	0	-0.003	0
Si	13.577	13.593	4.103	0.013	0.01	0.013
Si	1.39	-1.31	16.288	0.019	0.006	-0.01
Si	4.085	1.379	16.34	-0.012	0.003	-0.002
Si	1.362	4.035	16.299	-0.002	0.009	-0.014
Si	4.062	6.781	16.318	-0.01	0	-0.004
Si	1.349	9.512	16.31	-0.006	-0.014	0.003
Si	4.089	12.261	16.273	0.01	0.015	-0.002
Si	6.828	-1.368	16.336	0.007	-0.009	-0.008
Si	9.537	1.358	16.365	0.006	0.01	0.002
Si	6.8	4.086	16.343	0.01	0.001	-0.006
Si	9.518	6.805	16.295	-0.005	-0.009	-0.016
Si	6.815	9.531	16.283	0.004	0.005	-0.009
Si	9.502	12.237	16.329	0	-0.021	-0.012
Si	12.255	-1.348	16.34	0.013	0.007	-0.009
Si	14.989	1.378	16.345	0.007	0.005	-0.006
Si	12.261	4.087	16.351	0.003	0.011	-0.009
Si	14.894	6.754	16.279	-0.006	-0.003	-0.013
Si	12.183	9.511	16.285	-0.014	0.003	-0.012
Si	14.958	12.247	16.31	-0.001	-0.01	-0.006
Si	2.72	0.037	17.707	-0.006	-0.016	0.021
Si	5.442	2.734	17.717	0.014	0.016	0.008
Si	2.72	5.363	17.657	0.013	0.008	0.014
Si	5.432	8.189	17.612	0.005	-0.004	-0.017
Si	2.732	10.912	17.626	0.006	-0.002	-0.004
Si	5.468	13.567	17.662	-0.004	-0.017	0.008
Si	8.175	-0.011	17.727	-0.008	-0.017	-0.008
Si	10.918	2.726	17.709	-0.001	-0.006	0.02
Si	8.148	5.489	17.669	0.029	0.013	-0.009
Si	10.876	8.124	17.683	-0.002	0.005	-0.002
Si	8.165	10.848	17.696	-0.004	0.027	0.021
Si	10.85	13.627	17.671	0.001	-0.006	-0.019
Si	13.655	-0.004	17.694	-0.008	-0.019	0.004
Si	0.026	2.731	17.735	0.001	-0.012	0.01
Si	13.601	5.433	17.762	0.003	0.005	0.011
Si	-0.079	8.121	17.581	-0.005	0.006	-0.008
Si	13.521	10.896	17.609	0.016	0.011	0.005
Si	0.049	13.629	17.608	-0.013	0	-0.027
Si	1.388	1.399	19.134	0.014	-0.004	-0.013
Si	4.095	4.084	19.116	-0.008	0.022	-0.018
Si	1.249	6.698	18.884	-0.067	-0.034	-0.039
Si	4.104	9.565	18.962	0.009	0.032	-0.02
Si	1.382	12.282	18.97	-0.005	0.015	-0.007
Si	4.121	-1.36	18.982	0.014	-0.012	-0.041
Si	6.802	1.357	19.063	-0.014	0.012	-0.016
Si	9.544	4.152	19.001	0.015	0.012	-0.048
Si	6.75	6.859	19.003	0.001	-0.012	-0.023
Si	9.506	9.443	19.05	-0.021	0.005	-0.029
Si	6.785	12.182	19.065	-0.014	0	-0.045
Si	9.526	-1.375	19.108	0.01	-0.004	-0.003
Si	12.318	1.358	19.063	-0.014	0.022	-0.05
Si	-1.319	4.083	19.133	0.005	0.012	-0.02
Si	12.225	6.814	19.115	0	-0.003	-0.019
Si	14.839	9.474	18.898	-0.01	-0.04	-0.051
Si	12.199	12.272	19.005	0.009	-0.019	-0.026
Si	-1.246	-1.361	19.019	0.012	0.019	-0.022
Si	0.085	-0.039	20.486	0.02	-0.01	0.039
Si	2.787	2.711	20.549	-0.007	-0.029	0.048
Si	0.024	5.452	20.509	0.011	0.013	0.082
Si	2.591	8.175	20.018	0.016	-0.013	0.009
Si	-0.128	10.911	20.103	-0.041	0.042	0.016
Si	2.797	13.583	20.342	0.021	0.006	0.035
Si	5.444	-0.021	20.414	-0.018	-0.018	0.063
Si	8.155	2.803	20.312	0.003	0.014	0.041
Si	5.391	5.589	20.426	-0.019	0.011	0.027
Si	8.069	8.149	20.44	0.01	0.021	0.053
Si	5.427	10.806	20.483	0.011	0.004	0.029
Si	8.141	13.557	20.437	-0.032	-0.026	0.068
Si	10.94	-0.003	20.421	0.002	0.001	0.05
Si	13.711	2.671	20.489	-0.001	-0.025	0.063
Si	10.872	5.461	20.481	-0.017	-0.018	0.073
Si	13.574	8.197	20.458	0.01	0.015	0.081
Si	10.869	10.845	20.341	-0.004	0.017	0.066
Si	13.658	13.611	20.298	-0.007	-0.015	0.028
Si	1.731	-1.206	21.726	-0.186	-0.035	-0.773
Si	3.919	1.054	21.851	0.11	0.244	-0.75
Si	1.719	4.395	21.81	-0.309	-0.237	-0.72
Si	3.676	6.846	21.533	0.36	0.019	-0.637
Si	1.077	9.378	21.277	-0.008	0.05	-0.716
Si	4.327	12.448	21.724	-0.197	-0.193	-0.743
Si	6.538	-1.62	21.728	0.212	0.111	-0.741
Si	9.817	1.71	21.546	-0.105	-0.151	-0.79
Si	6.93	4.324	21.653	-0.127	-0.126	-0.747
Si	9.149	6.531	21.721	0.229	0.112	-0.752
Si	6.947	9.666	21.911	-0.239	-0.266	-0.636
Si	9.231	11.862	21.639	0.091	0.183	-0.748
Si	12.623	-1.122	21.642	-0.18	-0.008	-0.691
Si	-1.453	1.082	21.87	0.181	0.223	-0.66
Si	12.104	3.855	21.704	0.14	0.231	-0.73
Si	-1.066	7.156	21.747	-0.241	-0.248	-0.713
Si	12.439	9.828	21.754	-0.082	-0.249	-0.677
Si	14.734	11.97	21.571	0.065	0.149	-0.746
Si	9.553	4.605	25.447	-0.087	-0.064	0.057
Si	9.432	12.793	24.464	0.01	0.041	-0.03
Si	2.532	10.948	23.667	-0.019	-0.042	0.06
Si	9.358	7.454	24.706	-0.116	-0.067	-0.108
Si	4.396	2.496	29.231	0.071	0.011	0.084
Si	0.395	13.08	23.788	0.087	-0.083	-0.18
Si	1.436	3.962	24.937	0.095	0.069	-0.151
Si	6.757	9.028	24.998	-0.094	-0.01	-0.153
Si	12.578	4.471	24.705	0.077	-0.033	-0.113
Si	13.577	2.159	26.527	-0.038	0.088	-0.003
Si	1.634	2.642	30.844	-0.021	0.054	0.109
Si	-1.186	9.569	30.63	-0.055	0.104	0.139
Si	13.57	4.041	28.854	-0.025	-0.044	0.033
Si	11.94	8.952	24.719	-0.084	0.027	-0.196
Si	8.511	1.288	29.156	0.124	-0.032	0.072
Si	0.154	-1.826	28.804	0.083	0.044	-0.094
Si	2.615	8.032	28.076	-0.011	-0.051	-0.085
Si	4.329	3.904	26.346	-0.133	0.106	-0.011
Si	11.968	-1.995	24.513	0.053	0.003	-0.117
Si	5.514	-2.02	31.612	0.057	-0.007	0.184
Si	1.103	7.708	30.625	0.059	-0.004	0.102
Si	5.632	-2.031	26.935	-0.033	-0.052	-0.008
Si	4.772	6.958	26.337	0.047	0.067	-0.022
Si	3.373	11.94	31.459	-0.089	-0.036	0.02
Si	9.171	0.19	26.426	0.072	-0.063	-0.001
Si	6.199	11.197	27.2	-0.143	-0.052	-0.121
Si	2.614	-2.517	27.471	-0.067	-0.037	0.054
Si	8.852	6.938	28.756	-0.02	-0.059	-0.025
Si	2.966	8.141	24.201	-0.011	0.131	-0.108
Si	8.665	9.83	28.471	0.03	-0.017	-0.025
Si	-0.545	0.486	30.807	-0.007	0.046	0.12
Si	5.987	-0.151	29.201	0.001	0.088	0.01
Si	12.052	-0.389	26.772	0.107	0.007	-0.055
Si	6.088	3.912	31.467	-0.048	0.046	0.159
Si	10.844	-0.287	30.667	-0.127	0.027	0.157
Si	14.318	6.963	24.769	0	-0.062	-0.207
Si	0.788	6.937	25.676	0.256	0.047	-0.063
Si	3.272	11.018	28.387	0.098	0.054	0.135
Si	13.141	1.818	30.747	-0.103	0.026	0.104
Si	7.226	-1.589	24.619	-0.026	-0.001	-0.13
Si	10.714	11.046	26.515	-0.009	0.023	-0.026
Si	-1.863	12.278	29.13	-0.083	-0.02	0.061
Si	10.475	10.403	30.751	0.066	0.025	0.122
Si	5.778	2.475	23.966	-0.078	-0.013	-0.216
Si	-0.306	1.405	24.844	-0.009	0.091	-0.274
Si	-0.363	4.881	30.699	0.018	-0.028	0.167
Si	11.869	-3.089	30.688	0.05	-0.063	0.147
Si	8.253	6.178	31.612	-0.084	-0.107	0.107
Si	12.436	8.12	30.866	-0.045	0.052	0.03
Si	9.089	4.214	28.469	0	0.026	-0.054
Si	12.793	-3.22	26.899	0.006	0.069	-0.097
Si	0.418	-1.374	25.903	-0.037	0.081	0.118
Si	11.377	5.872	29.034	-0.068	0.085	-0.052
Si	8.673	1.981	24.272	-0.007	0.152	0.032
Si	1.357	14.96	5.415	0	0.003	0.007
Si	4.078	1.342	5.407	0.012	0.003	0.001
Si	1.348	4.069	5.419	0.001	-0.007	0.012
Si	4.077	6.793	5.431	-0.003	-0.004	0.006
Si	1.366	9.513	5.438	0	0.003	0.006
Si	4.066	12.245	5.463	-0.002	-0.001	0.018
Si	6.774	14.97	5.437	0.004	0.003	0.004
Si	9.514	1.365	5.442	0	0.001	0.007
Si	6.813	4.062	5.444	0.011	0.014	0.008
Si	9.547	6.793	5.479	0.015	-0.004	0.016
Si	6.786	9.526	5.474	-0.007	0.014	0.014
Si	9.512	12.253	5.447	-0.006	0.009	0.009
Si	12.227	14.983	5.432	-0.017	0	0.008
Si	14.968	1.368	5.418	-0.001	-0.002	0.01
Si	12.264	4.081	5.445	-0.001	-0.005	0.013
Si	14.978	6.777	5.441	-0.001	-0.006	0.01
Si	12.235	9.537	5.46	0.002	-0.002	0.009
Si	14.972	12.247	5.44	0.003	-0.013	0.009
Si	2.721	-0.007	6.782	-0.005	-0.004	-0.001
Si	5.436	2.703	6.784	0.008	0.001	-0.002
Si	2.713	5.432	6.784	0.001	0.003	-0.005
Si	5.429	8.148	6.811	0.003	-0.005	-0.001
Si	2.711	10.875	6.81	-0.002	-0.001	-0.001
Si	5.434	13.605	6.81	-0.004	-0.008	0.002
Si	8.15	0.003	6.794	0.001	0.005	-0.003
Si	10.887	2.721	6.794	-0.001	0	0.001
Si	8.164	5.429	6.809	-0.002	-0.005	0.003
Si	10.893	8.167	6.827	0	-0.003	0.001
Si	8.152	10.896	6.815	-0.005	-0.003	0
Si	10.877	13.615	6.799	0.004	0.003	0
Si	13.601	0.013	6.786	0	0	-0.004
Si	-0.001	2.718	6.794	-0.005	0.005	0.001
Si	13.614	5.435	6.812	0.004	0.004	-0.001
Si	0.005	8.155	6.797	0.001	0.005	-0.002
Si	13.612	10.888	6.805	0.003	0.007	0
Si	0.002	13.611	6.796	-0.006	-0.003	0
Si	1.366	1.357	8.147	0.001	0.006	-0.001
Si	4.079	4.072	8.142	-0.001	-0.001	-0.004
Si	1.364	6.796	8.155	-0.005	-0.001	-0.008
Si	4.075	9.518	8.167	0	0.008	-0.006
Si	1.35	12.24	8.161	-0.001	-0.01	-0.004
Si	4.073	14.963	8.162	0.008	-0.001	-0.003
Si	6.798	1.361	8.158	0	-0.003	-0.002
Si	9.529	4.074	8.163	0.009	0.014	-0.003
Si	6.794	6.787	8.163	-0.006	-0.001	-0.004
Si	9.513	9.525	8.168	0.001	-0.005	-0.007
Si	6.796	12.252	8.173	0.006	0.006	0.003
Si	9.513	14.968	8.157	-0.008	-0.009	0
Si	12.239	1.36	8.156	-0.006	-0.003	-0.001
Si	14.964	4.07	8.167	-0.007	-0.002	-0.002
Si	12.255	6.801	8.172	0.008	0.012	0
Si	14.964	9.516	8.16	-0.007	-0.005	-0.001
Si	12.245	12.253	8.155	0.003	0.002	-0.006
Si	14.959	14.971	8.15	0.012	0.002	-0.002
Si	0.003	0.002	9.512	-0.008	-0.001	0.001
Si	2.724	2.719	9.509	0.006	0.001	0
Si	0.004	5.439	9.516	0.001	0.005	0.004
Si	2.716	8.156	9.524	0.005	0.003	-0.005
Si	-0.005	10.881	9.524	-0.002	0.003	-0.002
Si	2.716	13.597	9.518	-0.01	-0.007	-0.002
Si	5.441	0.003	9.517	0.002	0.002	0.002
Si	8.164	2.716	9.521	0.001	0.002	-0.002
Si	5.436	5.426	9.519	0	0.003	-0.002
Si	8.151	8.156	9.517	-0.006	-0.003	0
Si	5.434	10.882	9.521	0.003	-0.01	-0.001
Si	8.161	13.612	9.523	0.006	0.001	-0.001
Si	10.877	0.004	9.518	0	-0.004	-0.002
Si	13.597	2.715	9.521	0.003	0.002	0.002
Si	10.884	5.438	9.521	-0.001	0.001	0.002
Si	13.608	8.162	9.526	0.005	0.001	0.005
Si	10.883	10.889	9.514	0.002	0.004	-0.001
Si	13.602	13.611	9.518	-0.003	0.001	0.001
Si	1.359	-1.362	10.875	0.008	-0.001	-0.003
Si	4.086	1.367	10.875	-0.001	-0.004	0
Si	1.365	4.079	10.87	-0.003	0.006	-0.002
Si	4.077	6.792	10.877	-0.003	-0.001	0.004
Si	1.356	9.519	10.885	-0.005	-0.002	0.002
Si	4.076	12.242	10.883	0	0.002	-0.001
Si	6.805	-1.348	10.882	0.001	-0.006	0
Si	9.522	1.36	10.888	0.006	-0.003	0.002
Si	6.803	4.073	10.883	0.004	0.001	0.003
Si	9.512	6.794	10.873	0.004	0.008	-0.002
Si	6.791	9.517	10.874	-0.001	0.011	-0.001
Si	9.525	12.25	10.874	-0.009	0.002	0
Si	12.241	-1.351	10.88	-0.002	-0.004	0.002
Si	14.96	1.356	10.874	0.002	0.003	-0.001
Si	12.238	4.075	10.882	0.002	0.002	0
Si	14.963	6.796	10.881	-0.002	0.006	-0.001
Si	12.241	9.525	10.875	0.005	-0.01	-0.001
Si	14.954	12.245	10.882	0	-0.006	0.002
Si	2.727	0.001	12.224	-0.002	-0.002	0
Si	5.448	2.714	12.249	-0.004	0.001	0.003
Si	2.718	5.434	12.241	-0.002	0.003	0.003
Si	5.436	8.152	12.236	0.002	0.003	0
Si	2.716	10.881	12.244	0.003	0.001	0.001
Si	5.443	13.611	12.23	0.012	0.004	0.001
Si	8.164	0.004	12.255	-0.004	-0.005	0.002
Si	10.883	2.718	12.251	-0.002	0.005	0
Si	8.163	5.431	12.246	-0.001	0.002	0.002
Si	10.871	8.16	12.219	-0.005	0.002	0
Si	8.153	10.888	12.216	0.007	-0.009	-0.002
Si	10.883	13.608	12.24	0.005	0	-0.003
Si	13.599	0.008	12.245	0.002	-0.002	-0.002
Si	0.003	2.719	12.223	-0.002	-0.002	-0.002
Si	13.6	5.434	12.235	0.003	0.004	0.005
Si	-0.005	8.156	12.244	-0.001	-0.009	0
Si	13.594	10.883	12.243	-0.005	0.006	0.001
Si	-0.004	13.607	12.241	-0.002	-0.002	0
Si	1.366	1.358	13.573	0.002	-0.003	-0.007
Si	4.083	4.077	13.599	-0.001	0.005	0.001
Si	1.348	6.788	13.602	-0.001	0.008	-0.002
Si	4.076	9.511	13.597	0.007	-0.006	0.006
Si	1.358	12.251	13.599	-0.002	-0.001	0.007
Si	4.1	-1.338	13.59	-0.01	-0.003	0.001
Si	6.807	1.361	13.625	0.005	-0.001	0.01
Si	9.521	4.069	13.617	0.011	-0.004	-0.002
Si	6.799	6.794	13.597	0.005	0	0.005
Si	9.51	9.528	13.565	-0.014	0.013	-0.004
Si	6.804	12.25	13.581	-0.004	0.002	-0.001
Si	9.533	-1.354	13.611	0.005	-0.01	0.007
Si	12.249	1.37	13.62	-0.001	0.002	0.001
Si	14.962	4.067	13.587	0.007	0.003	0.001
Si	12.219	6.79	13.577	-0.003	0.009	-0.001
Si	14.949	9.514	13.602	0.008	-0.007	0.004
Si	12.234	12.245	13.603	0.002	-0.011	0.011
Si	14.959	-1.349	13.604	-0.007	0.005	0.007
Si	0.005	0.028	14.948	0.004	-0.001	0
Si	2.727	2.698	14.94	-0.008	0.002	-0.002
Si	-0.01	5.413	14.956	-0.005	-0.005	-0.002
Si	2.71	8.147	14.955	-0.002	-0.003	-0.003
Si	-0.005	10.881	14.952	-0.003	0.003	0.003
Si	2.733	13.63	14.933	-0.005	0.005	-0.006
Si	5.45	0.003	14.991	0.003	-0.003	0.002
Si	8.168	2.716	14.995	0.001	0.002	0.001
Si	5.441	5.434	14.963	-0.001	0	0.01
Si	8.169	8.168	14.93	0.014	0.006	0
Si	5.446	10.887	14.931	0.001	-0.003	-0.005
Si	8.164	13.6	14.954	0.003	-0.001	0.004
Si	10.89	0.009	14.981	0.001	-0.004	0.005
Si	13.618	2.73	14.98	0	-0.001	0.005
Si	10.89	5.429	14.968	-0.008	0.011	0.003
Si	13.559	8.149	14.937	-0.006	-0.005	0.002
Si	10.845	10.886	14.939	0	-0.006	-0.002
Si	13.596	13.609	14.96	-0.001	0	-0.002
O	4.999	5.373	26.535	0.262	0.072	0.075
O	3.752	11.864	23.14	0.271	0.286	0.331
O	-1.542	6.703	23.233	0.104	-0.463	0.019
O	-0.76	1.556	23.282	0.175	0.559	0.093
O	7.892	-3.06	24.424	-0.13	-0.598	-0.045
O	9.564	11.591	25.518	-0.543	-0.373	0.005
O	-0.32	-1.286	27.341	-0.558	0.375	-0.072
O	8.541	-4.405	33.188	-0.018	-0.101	-0.485
O	7.211	0.668	29.869	-0.088	0.228	0.357
O	3.203	0.958	33.272	0.149	-0.181	-0.476
O	12.158	8.094	32.453	-0.521	0.174	0.117
O	4.9	4.579	32.34	-0.158	-0.03	-0.33
O	13.909	11.824	33.19	0.123	-0.037	-0.492
O	5.812	9.112	33.214	-0.048	-0.064	-0.528
O	2.781	5.603	22.081	0.178	-0.077	0.163
O	7.214	5.027	31.154	-0.207	0.058	-0.257
O	12.827	3.044	25.407	-0.154	-0.206	-0.216
O	10.952	2.76	22.077	0.202	-0.079	0.059
O	-0.764	12.473	22.868	-0.014	0.043	0.225
O	4.498	-3.244	31.491	0.158	-0.111	0.069
O	8.496	1.027	33.218	-0.015	-0.108	-0.403
O	8.06	5.389	22.16	0.206	-0.145	0.149
O	12.735	-1.688	27.474	-0.004	-0.073	0.656
O	10.403	6.89	28.211	0.12	0.271	-0.681
O	1.83	2.989	32.413	0.077	0.611	-0.17
O	6.255	-3.517	27.062	0.454	0.022	-0.175
O	9.078	10.106	30.005	-0.623	0.097	0.476
O	-0.455	-3.265	29.198	0.309	-0.347	0.222
O	2.502	9.644	28.066	-0.501	0.109	-0.072
O	12.023	6.679	30.27	-0.011	-0.301	0.535
O	9.952	12.346	23.006	0.694	-0.162	0.163
O	13.368	8.25	24.863	0.236	0.285	0.166
O	8.116	5.534	28.375	-0.589	-0.017	-0.287
O	2.067	-3.735	32.187	-0.292	-0.061	-0.271
O	8.107	10.791	22.167	-0.042	0.11	0.134
O	13.965	6.392	33.247	-0.124	-0.069	-0.193
O	9.978	10.098	27.576	0.496	-0.304	-0.01
O	10.346	-0.458	32.194	0.272	-0.384	0.128
O	13.691	-0.013	22.209	-0.148	0.128	0.554
O	1.414	7.692	24.366	-0.393	0.195	-0.459
O	7.489	7.286	32.475	0.022	0.205	-0.306
O	10.273	10.186	32.333	0.138	-0.458	-0.104
O	10.809	7.916	25.216	0.233	-0.123	0.384
O	14.169	3.151	27.652	0.366	-0.083	0.063
O	5.498	3.309	30.096	0.055	-0.009	-0.061
O	10.471	-0.488	27.085	-0.183	-0.19	0.324
O	-1.597	4.791	29.678	-0.209	0.471	-0.174
O	6.034	7.791	25.772	0.293	-0.226	0.035
O	9.463	5.524	32.444	0.335	0.201	-0.13
O	9.5	3.934	26.924	0.239	-0.438	0.021
O	-1.588	1.328	25.8	-0.266	-0.492	0.342
O	9.104	1.237	22.914	-0.016	-0.549	0.201
O	11.234	3.754	33.216	-0.106	-0.122	-0.533
O	11.084	-1.792	30.112	-0.045	-0.207	-0.496
O	7.064	-0.97	23.135	0.252	0.702	-0.005
O	1.395	3.895	23.319	-0.264	-0.403	0.005
O	4.96	-0.829	32.53	0.26	0.074	-0.109
O	8.881	6.981	30.371	0.074	0.615	0.195
O	6.404	9.184	23.398	-0.506	-0.021	0.04
O	-0.881	10.036	32.154	0.458	-0.185	-0.125
O	12.244	0.501	30.552	0.316	-0.021	-0.267
O	0.882	1.217	30.804	0.279	-0.268	-0.048
O	11.067	4.897	25.008	0.028	0.445	0.196
O	1.206	-2.086	22.989	0.141	0.043	0.386
O	4.124	-2.003	27.483	0.081	0.257	0.276
O	1.869	10.203	22.414	-0.157	-0.123	-0.136
O	13.996	8.422	30.594	0.212	-0.392	-0.17
O	7.442	10.794	28.13	-0.041	0.251	0.143
O	4.642	1.579	23.227	-0.136	-0.069	0.274
O	1.608	8.069	32.123	-0.088	0.157	-0.1
O	-1.644	10.79	29.692	0.04	-0.14	-0.355
O	3.912	10.689	32.324	-0.296	-0.403	-0.409
O	8.332	8.658	25.042	0.144	0.22	0.139
O	12.767	4.367	23.099	0.405	0.338	0.123
O	10.355	4.652	29.403	0.33	-0.196	0.61
O	3.106	11.43	29.953	-0.117	-0.223	-0.103
O	-1.67	1.498	30.261	0.157	0.207	-0.143
O	8.219	-0.795	25.598	0.068	0.014	0.111
O	2.607	12.187	27.487	-0.34	-0.288	-0.425
O	10.975	11.908	30.458	-0.059	0.285	-0.239
O	7.095	1.643	24.391	-0.139	-0.417	0.357
O	6.737	2.719	32.341	0.016	-0.14	-0.3
O	3.658	7.103	25.2	-0.102	-0.464	0.013
O	12.174	-1.993	22.936	-0.029	-0.463	-0.006
O	8.376	0.911	27.607	-0.366	0.224	-0.34
O	11.752	9.354	23.155	-0.469	-0.232	0.016
O	-0.331	-2.505	25.025	-0.624	-0.019	0.242
O	0.585	2.654	25.347	0.019	-0.056	0.521
O	12.118	-2.829	32.272	-0.106	0.165	0.058
O	11.569	9.328	30.237	0.202	0.047	-0.595
O	11.433	12.287	27.263	-0.17	0.084	0.4
O	0.785	5.333	25.468	-0.258	0.044	0.248
O	5.266	3.061	25.359	0.332	-0.039	0.368
O	0.467	-1.842	33.129	-0.062	-0.064	-0.438
O	0.486	0.022	25.098	0.265	0.033	0.008
O	1.775	-1.967	28.756	0.177	0.202	0.51
O	1.406	11.917	24.312	-0.165	-0.197	0.699
O	3.004	2.538	30.031	0.166	0.084	-0.149
O	8.49	2.91	29.2	-0.102	0.125	0.443
O	8.872	3.589	24.378	-0.248	0.177	-0.415
O	10.419	-2.313	24.857	-0.047	0.566	0.318
O	-0.386	-0.806	29.894	-0.069	-0.237	0.054
O	9.62	1.351	25.407	0.638	0.339	-0.06
O	4.822	10.822	27.963	0.104	-0.313	0.039
O	0.043	8.332	21.978	-0.065	0.005	0.315
O	12.616	1.051	27.23	-0.058	0.104	0.353
O	0.747	3.822	30.208	-0.028	-0.094	-0.618
O	6.369	-0.888	27.808	0.478	0.072	-0.085
O	2.787	-0.065	22.278	0.028	-0.077	0.394
O	6.364	10.396	25.785	0.008	0.36	-0.131
O	5.43	-2.748	22.162	0.07	-0.162	0.164
O	-0.771	7.321	25.744	-0.102	0.243	0.385
O	9.546	7.254	23.113	0.184	0.335	0.009
O	3.167	6.306	33.202	-0.158	-0.16	-0.567
O	8.851	6.071	25.396	-0.241	-0.09	0.112
O	14.014	12.292	27.568	0.109	-0.128	-0.313
O	11.842	10.249	25.673	0.319	0.349	-0.094
O	6.895	-2.583	32.244	0.144	0.014	-0.574
O	6.188	3.662	22.94	-0.284	0.188	0.113
O	9.799	0.61	29.832	0.182	0.192	0.066
O	3.739	7.892	22.797	0.309	0.427	0.089
O	1.532	7.399	27.04	-0.21	-0.209	0.25
O	3.082	9.728	24.605	-0.016	0.18	0.339
O	-1.075	0.04	32.265	-0.307	0.141	0.006
O	5.664	-1.399	30.155	-0.186	-0.139	-0.289
O	5.789	-1.657	25.363	-0.325	-0.071	-0.204
O	13.589	5.602	25.249	0.076	-0.132	0.412
O	0.185	8.923	30.083	0.308	0.165	-0.267
O	8.175	8.294	28.226	-0.515	0.015	-0.369
O	12.886	-3.106	25.273	0.26	-0.46	-0.1
O	2.318	7.514	29.58	0.241	-0.092	0.19
O	4.8	0.936	29.024	-0.384	-0.213	-0.095
O	13.597	10.931	22.122	0.029	-0.126	0.573
O	-0.811	4.54	32.224	0.255	-0.32	-0.13
O	12.589	5.176	28.223	0.089	0.058	-0.695
O	13.107	2.181	32.316	0.331	-0.249	-0.092
O	0.234	6.364	30.688	0.008	0.034	0.136
O	12.701	3.088	29.849	-0.244	0.02	0.003
O	13.309	-3.285	29.983	0.135	0.124	0.049
O	2.892	3.922	25.616	0.066	-0.178	0.185
O	1.927	-1.913	26.143	0.393	-0.016	-0.34
O	12.285	-0.544	25.164	0.195	0.477	-0.374
O	4.13	7.585	27.689	0.298	0.139	0.332
O	4.229	3.196	27.788	-0.228	-0.081	-0.087

Results
total energy: -101656.805 eV
total energy less fixed offsets of O -438.35, Si -107.03 eV per atom: -3.605 eV
